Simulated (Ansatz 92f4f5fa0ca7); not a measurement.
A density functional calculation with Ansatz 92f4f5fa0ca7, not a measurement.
Periodic cell of 224 atoms, Si133O88H3, from a study of silicon, its oxide and their interface. The atomic structure is a simulated model.

Settings
functional: PBE
potential files: Ansatz PAW
basis: plane waves
wave-function cutoff: 700 eV
density cutoff ratio: 5
exchange-correlation grid ratio: 1
k mesh: 2 x 2 x 1, shifted by 0.5 0.5 0.5 of a step
self-consistency stop: 5e-08 eV per atom in the density residual
occupations: fixed
spin: none
net charge: +1 e, with a uniform compensating background and no finite-size correction

Cell vectors (angstrom)
a  10.938  0  0
b  0  10.938  0
c  0  0  31.948

Atoms and the computed forces on them: element, x, y, z (angstrom), force x, y, z (eV/angstrom)
Si  0.298  10.546  24.3978  0.0266  -0.0178  -0.0306
Si  5.2289  0.1437  24.5302  -0.0265  0  -0.0246
Si  2.9758  2.3433  24.5301  0.0048  -0.0255  -0.0308
Si  7.9406  2.9245  24.5029  -0.0147  0.033  -0.0075
Si  10.6295  5.4222  24.4482  -0.0245  -0.0051  -0.0319
Si  5.771  5.2056  24.4401  0.0153  -0.0044  -0.0341
Si  2.5942  8.3571  24.5395  0.006  0.024  -0.0231
Si  8.5251  7.7775  24.4263  0.0094  -0.033  -0.0129
Si  1.3636  1.2254  25.8113  -0.0039  -0.0088  -0.0071
Si  6.823  1.3162  25.8045  0.0034  0.0228  0.0123
Si  4.1428  4.0261  25.7272  0.0108  0.0038  -0.0047
Si  9.4811  4.024  25.9135  -0.0103  -0.0142  -0.0136
Si  1.3656  6.6764  25.6718  -0.0118  0.0056  -0.0019
Si  6.9031  6.7494  25.817  0.0207  0.0142  -0.0147
Si  4.0916  9.535  25.9048  0.0208  0.0181  -0.0248
Si  9.612  9.4419  25.7143  -0.0077  0.0041  0.0194
Si  2.7216  -0.0537  27.2614  -0.0009  0.0054  0.0008
Si  8.243  -0.081  27.0872  -0.0014  -0.0057  -0.0049
Si  0.0075  2.6505  27.1427  0.0063  -0.0142  0.0033
Si  5.4719  2.6909  27.1891  -0.0076  0.004  -0.0088
Si  2.758  5.392  27.0868  -0.0093  0.0063  0.0219
Si  8.1909  5.424  27.2804  -0.0118  0.0036  -0.0021
Si  0.0413  8.0981  27.1177  0.0013  -0.0071  -0.0035
Si  5.5153  8.1449  27.1518  0.0031  -0.0039  0.0063
Si  4.0929  1.352  28.5661  0.0063  0.0092  -0.0179
Si  9.5758  1.2988  28.5058  -0.0048  -0.0021  -0.0057
Si  1.3745  4.0592  28.4907  0.0063  0.0071  -0.0233
Si  6.8135  4.0514  28.5881  -0.0011  -0.0043  -0.0201
Si  4.1053  6.7848  28.4914  -0.0065  -0.0075  -0.0253
Si  9.5962  6.8135  28.554  0.0112  0.0162  -0.0194
Si  1.3553  9.4841  28.5485  -0.005  -0.0057  -0.0175
Si  6.862  9.5415  28.5088  0.0025  0.0039  -0.0137
Si  0.0106  -0.0359  29.8939  -0.0138  0.0035  0.0038
Si  5.4871  -0.0167  29.8898  0.0153  -0.012  0.0001
Si  2.7324  2.7348  29.9038  0.0005  -0.0002  0.0062
Si  8.228  2.6949  29.8974  -0.0112  -0.0154  -0.0073
Si  0.0262  5.4418  29.8905  0.0127  -0.0025  0.0042
Si  5.4621  5.4563  29.907  -0.0113  0.0066  0.0056
Si  2.759  8.1656  29.8941  -0.0028  -0.0126  0.0073
Si  8.222  8.1938  29.8991  -0.0034  0.0011  -0.0002
Si  1.3673  1.3673  31.2643  -0.0218  -0.0937  -0.0365
Si  6.8362  1.3673  31.2643  0.0342  -0.1597  0.0219
Si  4.1018  4.1018  31.2643  -0.0971  -0.0169  0.1401
Si  9.5708  4.1018  31.2643  0.1396  -0.1133  -0.0947
Si  1.3673  6.8362  31.2643  0.0827  -0.184  -0.0105
Si  6.8362  6.8362  31.2643  0.0165  0.0042  -0.0269
Si  4.1018  9.5708  31.2643  0.1077  -0.0928  -0.1044
Si  9.5708  9.5708  31.2643  0.0043  -0.0089  0.1342
Si  2.7345  0  0.6835  0.0547  0.0969  -0.0109
Si  8.2035  0  0.6835  -0.1201  0.0425  0.0575
Si  0  2.7345  0.6835  -0.1388  0.1757  -0.0553
Si  5.469  2.7345  0.6835  -0.0249  0.0245  -0.084
Si  2.7345  5.469  0.6835  -0.011  0.1575  0.0998
Si  8.2035  5.469  0.6835  -0.0368  0.027  0.0552
Si  0  8.2035  0.6835  0.017  -0.056  -0.1069
Si  5.469  8.2035  0.6835  -0.0536  0.1505  0.0128
Si  4.1031  1.3865  2.0575  0.009  -0.0028  -0.0026
Si  9.535  1.4116  2.0369  -0.0127  0.0194  0.0035
Si  1.3428  4.1352  2.0467  0.0077  0.0116  0.0125
Si  6.8111  4.1175  2.0515  -0.0033  -0.0096  -0.0181
Si  4.0951  6.8677  2.061  -0.0119  0.0077  -0.0105
Si  9.5604  6.8556  2.0556  0.0175  -0.0107  -0.0075
Si  1.371  9.567  2.0318  0.0172  -0.0132  -0.0033
Si  6.8107  9.589  2.0664  -0.0105  0.0169  -0.0027
Si  -0.0275  0.0137  3.3132  0.0283  0.0207  0.0147
Si  5.4676  0.0435  3.4617  0.0053  0.0119  0.0172
Si  2.7192  2.7749  3.3871  -0.0123  -0.0254  0.0175
Si  8.1547  2.7695  3.4409  0.0207  -0.001  0.0076
Si  -0.0041  5.518  3.4392  -0.0097  0.0097  0.0383
Si  5.4636  5.5014  3.4213  0.0195  0.0216  0.0116
Si  2.7588  8.2637  3.4474  0.0073  -0.0056  0.0063
Si  8.1945  8.2313  3.4186  0.0085  0.0035  0.0357
Si  1.3564  1.3375  4.6551  0.0033  0.024  -0.0087
Si  6.8124  1.4226  4.8699  0.0087  0.0069  0.01
Si  4.0039  4.2327  4.7679  0.0407  0.0404  0.0446
Si  9.5375  4.1365  4.7822  -0.005  0.0115  -0.0064
Si  1.349  6.9433  4.7974  0.0288  0.0002  -0.0065
Si  6.8445  6.8445  4.8255  -0.0058  0.0169  -0.0119
Si  4.12  9.6368  4.8618  0.008  -0.0042  0.0095
Si  9.5147  9.7043  4.718  0.0061  0.0072  0.0017
Si  2.7294  0.1334  6.1606  -0.0238  -0.0022  -0.0119
Si  8.2223  0.0783  6.2387  0.0071  -0.0138  -0.0207
Si  -0.0212  2.6808  5.9763  -0.0239  -0.0321  0.0315
Si  5.3851  2.8558  6.1497  -0.0508  -0.1157  0.0324
Si  2.6871  5.6289  6.228  -0.0024  -0.0236  -0.0061
Si  8.3926  5.6039  6.2769  -0.0153  0.0219  -0.0381
Si  0.0196  8.4413  6.0472  0.0085  -0.0349  0.0087
Si  5.543  8.272  6.2028  -0.0086  0.0183  -0.0092
Si  3.6987  1.8412  7.4868  -0.0257  0.0165  0.0175
Si  9.8329  1.2576  7.5349  0.0403  0.0097  0.0378
Si  1.4015  3.947  7.2674  -0.0146  -0.0362  0.0101
Si  6.4615  4.6597  7.1433  -0.1187  0.0996  -0.0324
Si  4.2925  6.8153  7.569  0.0003  0.0251  0.0566
Si  9.5768  7.3121  7.5178  0.0279  0.0427  0.0613
Si  1.1346  9.9542  7.4871  -0.0307  -0.0029  0.0724
Si  7.1823  9.3506  7.5444  0.0039  -0.0334  0.0186
O  9.618  6.6191  23.9066  -0.0024  -0.0052  -0.0139
O  4.1119  1.2538  24.0155  0.0029  -0.0006  -0.0237
O  8.3388  8.2544  8.0828  0.0215  0.0087  0.0012
O  2.5557  2.9505  7.9075  0.0141  0.0037  0.0324
O  6.8544  4.0604  23.9429  -0.0027  -0.0028  -0.0166
O  1.4597  9.4347  24.0232  -0.0052  0.004  -0.0268
O  5.4441  5.6355  7.9842  0.0717  -0.0705  0.0237
O  0.0068  0.1149  8.0106  -0.0006  0.0002  0.0153
H  6.548  9.9149  8.7677  0.0047  -0.0022  -0.0031
O  10.662  6.8933  8.7014  -0.037  -0.0037  -0.0174
O  1.7444  9.2402  8.8364  0.0048  0.0103  -0.0179
O  4.2317  1.3148  8.9221  -0.0088  -0.0034  -0.0085
O  0.309  4.3484  8.4314  0.0016  0.024  0.0151
O  9.2447  2.0121  8.8922  0.0131  -0.0137  -0.0205
O  3.7607  7.519  8.962  0  -0.0067  -0.0409
H  7.9302  8.3446  23.1857  0.0075  0.0003  0.0044
H  8.6046  2.3271  23.3076  -0.0064  0.0015  0.0057
O  5.2608  5.9753  23.0762  -0.008  0.0035  0.004
O  2.2299  2.8422  23.1629  -0.0091  0.0021  -0.0004
O  10.6826  0.1216  22.93  0.0198  0.0006  -0.0014
O  0.0383  4.3833  23.2022  0.025  0.0136  -0.0007
O  3.4438  7.9115  23.2137  0.0009  -0.0126  -0.0027
O  5.9115  10.3852  23.2047  -0.0201  0.0042  -0.0132
Si  9.566  9.3209  14.9972  0.0017  0.0003  0.0125
Si  2.4559  4.9596  11.6204  -0.0069  -0.0017  0.0082
Si  0.8441  0.7014  14.711  0.0029  0  0.0106
Si  10.0442  9.9338  18.8667  -0.0061  -0.0029  0.0091
Si  6.8322  0.394  11.6727  -0.003  -0.001  0.0172
Si  9.5649  7.1941  12.7235  0.004  0.0033  0.0088
Si  2.0431  9.2057  17.9604  0.0032  -0.0005  0.0068
Si  2.9716  8.7152  9.7789  0.008  -0.0039  0.0164
Si  4.177  2.5089  16.8588  -0.0017  0.002  0.0073
Si  4.5089  7.1592  22.2406  -0.0052  -0.0006  0.0051
Si  10.8687  5.3501  16.7674  0.0004  -0.0065  0.0033
Si  2.6147  6.3703  17.8814  -0.003  -0.0063  0.0119
Si  0.9718  2.5654  17.2699  0.004  0.0013  0.0122
Si  5.7368  6.6025  16.977  -0.0032  -0.003  0.0123
Si  8.5893  4.7307  11.4934  0.0111  0.0035  0.0198
Si  10.9942  5.5167  9.5418  0.013  -0.0032  -0.0064
Si  3.099  0.1178  20.2071  -0.0005  -0.0001  0.0067
Si  1.6305  7.5728  12.4815  -0.0003  0.0014  0.0133
Si  5.7205  9.8909  21.6559  0.0028  -0.0047  0.0108
Si  1.3627  1.8946  11.7854  -0.0014  0.003  0.0157
Si  0.2584  0.5579  21.432  -0.0024  0.0032  0.0071
Si  2.6919  9.4507  14.8311  0.0007  0.0042  0.0133
Si  8.9424  3.31  15.5627  0.0008  0.0031  0.0057
Si  1.0232  3.4636  22.2645  -0.0002  0.0098  0.005
Si  9.3593  1.8674  10.538  0.0007  -0.004  0.0151
Si  5.5745  8.7828  15.0053  -0.0024  -0.0023  0.0123
Si  6.8067  8.3061  12.2935  -0.0023  0.0026  0.0099
Si  3.0418  5.0683  20.4984  -0.0047  0.0006  0.0091
Si  9.4019  1.638  18.2433  -0.0052  -0.0005  0.0105
Si  7.9495  0.9099  14.4423  0.0003  0.003  0.0104
Si  5.9634  4.295  15.1236  -0.0018  -0.002  0.0114
Si  7.0065  0.92  19.784  0.0019  0.0013  0.0114
Si  5.57  5.4874  12.118  -0.0105  0.0005  0.0227
Si  4.6631  2.7042  19.7664  -0.0004  0.0076  0.0098
Si  4.037  0.6188  10.3836  -0.0032  -0.0045  0.0064
Si  6.0387  0.2822  16.7865  -0.0033  0  0.0127
Si  8.7201  7.6618  17.6075  0.0049  0.0095  0.0146
O  0.1186  1.7645  18.4417  -0.008  -0.0034  -0.0204
O  6.0084  9.6821  16.2853  -0.0054  0.0136  -0.0194
O  1.486  5.5174  10.3708  0.0051  -0.0193  0.0154
O  6.9465  4.9067  11.3708  0.0005  0.0047  0.0037
O  3.3985  1.677  19.8636  0.0223  -0.0062  0.0066
O  7.1086  7.2341  17.6968  0.0048  -0.0116  -0.0105
O  6.9635  1.0635  13.1563  0.0119  -0.0027  -0.0099
O  5.7079  7.128  11.94  0.0229  -0.0093  0.0045
O  5.4326  1.0441  11.1181  -0.0132  -0.0082  -0.0057
O  10.2644  10.668  20.3371  0.0059  -0.0101  -0.0086
O  8.9747  8.7181  16.3826  -0.0027  -0.0024  0.0096
O  1.8893  3.4542  11.9335  0.0046  -0.0003  -0.0107
O  0.5913  1.8645  15.8297  -0.0034  -0.0185  -0.012
O  8.9025  2.7131  17.109  0.0125  -0.0031  -0.0161
O  8.8526  3.1254  11.459  -0.002  -0.0086  -0.0106
O  4.9455  3.0721  18.1924  -0.0158  -0.0287  0.0031
O  2.3596  11.0393  14.7492  -0.0089  -0.0137  0.0055
O  7.0732  1.064  15.806  -0.0026  -0.0177  -0.0112
O  9.5493  5.2543  10.2603  -0.0029  -0.0013  0.0071
O  2.5887  2.6305  17.1901  0.0109  0.0074  -0.0085
O  1.4492  6.104  16.6708  0.0048  0.0166  0.0266
O  2.1681  7.7397  18.6366  0.0057  -0.002  -0.0239
O  5.9918  2.0326  20.4159  -0.0109  -0.0196  -0.0293
O  9.1686  8.5333  18.9451  0.0131  0.0092  -0.0343
O  3.6213  6.4896  21.0488  0.0066  -0.0116  0.0064
O  0.7895  1.3518  13.2127  0.0129  0.0134  -0.0122
O  2.1645  6.0492  12.8179  -0.0068  0.0177  -0.0302
O  8.4232  1.7492  19.5718  -0.0175  0.0025  -0.0213
O  1.8188  8.5016  13.8076  0.0091  -0.0103  -0.0185
O  2.6611  1.0769  11.1671  0.0077  0.0111  -0.0144
O  9.2419  10.9843  17.8772  0.0094  -0.0165  0.0106
O  6.9724  10.5428  20.7902  -0.0245  0.0117  -0.0028
O  9.1825  2.0013  14.5534  -0.0106  -0.0259  0.0169
O  11.0007  7.4567  11.9903  0.0019  -0.0035  0.0094
O  6.7254  8.5815  13.8904  -0.0064  0.0024  -0.0256
O  6.4684  0.3668  18.3435  -0.0014  0.0172  -0.0056
O  0.3777  4.0401  17.6061  0.0102  -0.0052  -0.0063
O  9.1739  5.5814  12.7886  -0.0081  0.0077  -0.0273
O  8.543  10.3499  14.2741  -0.0016  0.0025  0.0123
O  8.2644  0.6821  10.8931  -0.0075  0.0171  0.0037
O  2.4409  8.1788  11.2076  0  0.0017  -0.0069
O  4.2304  9.3444  14.304  0.0098  -0.0147  0.0126
O  6.552  9.7241  11.5519  0.0091  -0.0025  0.0092
O  5.6097  8.2433  21.6595  -0.0217  0.0084  0.0154
O  9.7512  7.9287  14.1582  -0.0094  0.0068  -0.0235
O  8.3289  7.8612  11.8889  -0.0013  -0.0101  0.0213
O  2.5153  5.1706  18.9638  0.0103  0.0156  -0.0033
O  1.7741  0.0378  21.139  -0.0036  0.0077  -0.0204
O  1.7189  4.5326  21.2678  0.0144  -0.0103  0.0026
O  10.9759  1.6917  10.8167  0.0015  -0.008  -0.0044
O  10.0176  4.5841  15.5161  -0.0177  -0.0065  0.0092
O  4.2952  4.0306  20.6143  -0.0169  -0.0073  -0.026
O  5.5754  5.0176  13.6948  0.0063  -0.0035  -0.0339
O  0.4991  9.6544  18.0824  -0.0008  -0.0004  0.0067
O  4.2614  6.5157  17.6939  0.0045  0  -0.0116
O  3.9805  9.9491  10.1029  -0.0213  0.006  -0.0106
O  2.5253  9.0174  16.4019  -0.0056  0.0107  -0.012
O  2.9547  10.2704  18.7816  -0.0136  -0.0069  0.0068
O  7.4799  3.7253  14.9443  0.007  0.0108  -0.0051
O  5.3181  7.3184  15.5886  0.0033  0.02  -0.0096
O  10.8999  10.282  15.0651  -0.0009  0.0086  0.0055
O  4.3159  10.4188  21.0499  0.0098  0.0141  -0.011
O  4.5538  0.9358  16.6402  0.0236  0.018  0.0066
O  4.7091  3.2942  15.5115  0.0051  -0.0024  0.0104
O  9.7569  6.3741  17.4303  0.0004  0.0205  -0.019
O  0.2472  2.2258  21.4839  0.0231  -0.0064  0.0142
O  6.1896  5.1381  16.4942  -0.0101  0.0151  0.0097
O  4.1224  4.9914  11.4271  0.0062  0.0055  0.0099

Results
free energy: -134664.652 eV
free energy less fixed offsets of H -17.10, O -569.03, Si -635.61 eV per atom: -2.582 eV

The program warned: the cutoff lies below the one the program advises for these potential files; the exchange-correlation potential is rough where the density is thin.
